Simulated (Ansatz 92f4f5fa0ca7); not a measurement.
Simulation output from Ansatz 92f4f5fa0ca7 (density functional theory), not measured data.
Periodic cell of 222 atoms, Si131O89As2, from a study of silicon, its oxide and their interface. The atomic structure is a simulated model.
Doubt: the cutoff is far below the 930 eV that the study's wrapper takes by default for these files, so forces and energies are approximate.
This geometry differs little from another in the collection (a relaxation step or a small displacement).

Settings
functional: PBE
potential files: Ansatz PAW
basis: plane waves
wave-function cutoff: 580 eV
density cutoff ratio: 5
exchange-correlation grid ratio: 1
k mesh: 1 x 1 x 1, Gamma-centred
self-consistency stop: 5e-08 eV per atom in the density residual
occupations: fixed
spin: none
net charge: 0

Cell vectors (angstrom)
a	10.938	0	0
b	0	10.938	0
c	0	0	32.1988

Atoms and the computed forces on them: element, x, y, z (angstrom), force x, y, z (eV/angstrom)
Si	10.6143	0.2423	24.8546	-0.0081	0.0032	0.0016
Si	5.9042	10.5953	24.6164	0.0094	0.0085	0.0386
As	2.4263	2.9001	24.3202	-0.0164	0.0213	0.0029
Si	8.4353	2.4897	24.8114	-0.0025	-0.0002	0.0112
As	0.4609	5.0426	24.8758	-0.0068	-0.0094	0.0146
Si	5.1203	5.7059	24.6853	-0.0022	0	0.0033
Si	2.9295	8.013	24.5886	0.0001	0.0013	0.0064
Si	8.0554	8.2897	24.8413	-0.0109	0.0125	0.013
Si	1.3442	1.4567	26.0019	-0.004	0.0022	0.0002
Si	6.8535	1.2989	26.0728	0.0042	-0.0075	-0.0043
Si	3.9587	4.0622	25.9413	0.0061	0.0019	-0.0051
Si	9.5541	4.1139	26.1232	0.0058	-0.0051	-0.0033
Si	1.3826	6.9087	26.0683	0.0041	-0.0037	-0.008
Si	6.7303	6.8026	26.0733	-0.0068	0.0022	0.0035
Si	4.1412	9.5837	25.8983	0.0035	-0.0063	-0.0007
Si	9.5084	9.5842	26.1807	0.0002	0.0079	0.0041
Si	2.7506	0.0256	27.2842	0.0032	-0.0007	0.004
Si	8.1579	-0.0066	27.5418	-0.0066	-0.0032	-0.0047
Si	0.0024	2.7451	27.4708	-0.0016	-0.0004	0.0013
Si	5.4151	2.7314	27.3132	0.002	-0.0038	0.0027
Si	2.7215	5.4678	27.4165	-0.0053	0.0015	0.005
Si	8.1436	5.4768	27.4191	-0.0009	0.0032	0.0003
Si	-0.0023	8.2298	27.444	-0.0045	0.0041	0.002
Si	5.4181	8.2325	27.4153	0.0095	0.0029	-0.0024
Si	4.087	1.3654	28.7286	0	0.0019	0.0023
Si	9.5704	1.369	28.8295	0.0015	-0.0005	-0.0044
Si	1.362	4.1207	28.8089	0.001	-0.0006	0.0005
Si	6.7951	4.0734	28.7464	-0.003	0.0029	0.0021
Si	4.0901	6.8398	28.7837	-0.0035	-0.0012	-0.0032
Si	9.5508	6.8365	28.7792	0.0011	-0.0022	0.0005
Si	1.4052	9.6045	28.7406	-0.0019	-0.001	0.0021
Si	6.7805	9.5565	28.8369	0.0015	-0.0003	-0.0061
Si	0.0193	-0.0071	30.1489	-0.0017	0.0013	0.0005
Si	5.4391	0.0208	30.1552	0.0012	-0.0011	-0.0015
Si	2.7379	2.732	30.138	-0.0018	0.0007	-0.0043
Si	8.185	2.7448	30.1486	0.0015	-0.0025	0.0016
Si	-0.0127	5.4787	30.1555	0.0007	-0.002	-0.0013
Si	5.4659	5.4663	30.1389	0.0007	-0.0007	0.0003
Si	2.7266	8.2139	30.1401	0.0033	-0.0009	0.0014
Si	8.195	8.2027	30.1574	-0.0018	0.0021	-0.0017
Si	1.3673	1.3673	31.515	0.0867	0.0339	0.0111
Si	6.8362	1.3673	31.515	-0.0513	0.0412	-0.0096
Si	4.1018	4.1018	31.515	-0.0006	-0.0489	-0.042
Si	9.5708	4.1018	31.515	-0.125	0.0673	-0.0073
Si	1.3673	6.8362	31.515	-0.0729	0.1359	-0.0627
Si	6.8362	6.8362	31.515	-0.0013	-0.1034	0.0258
Si	4.1018	9.5708	31.515	-0.1147	0.0167	0.0166
Si	9.5708	9.5708	31.515	0.0621	-0.0105	-0.022
Si	2.7345	0	0.6835	0.0381	-0.0478	0.1101
Si	8.2035	0	0.6835	-0.0419	0.0534	-0.092
Si	0	2.7345	0.6835	-0.0433	-0.0263	0.0598
Si	5.469	2.7345	0.6835	0.115	-0.0345	0.0069
Si	2.7345	5.469	0.6835	-0.0142	0.1352	-0.137
Si	8.2035	5.469	0.6835	0.0751	-0.0924	0.1056
Si	0	8.2035	0.6835	0.0885	-0.1138	-0.0148
Si	5.469	8.2035	0.6835	-0.0132	0.0313	0.0581
Si	4.1229	1.3594	2.0536	0.0007	-0.0004	-0.0002
Si	9.5671	1.3557	2.0524	0.0001	0.0001	0.0003
Si	1.367	4.1221	2.0364	-0.0004	0.0003	-0.0004
Si	6.8489	4.0853	2.0577	0.0002	-0.0004	0.0005
Si	4.1059	6.8283	2.0541	0	-0.0002	0
Si	9.5793	6.8358	2.0514	0.0007	-0.0004	-0.0002
Si	1.3815	9.5495	2.0504	0.0004	-0.0004	0.0004
Si	6.8316	9.5875	2.0494	-0.0005	0.0001	-0.0001
Si	-0.0051	-0.036	3.3875	0.0001	0.0003	-0.0001
Si	5.4916	0.0105	3.4664	0.0003	-0.0001	-0.0001
Si	2.7748	2.7811	3.3629	-0.0006	-0.0007	0.0004
Si	8.193	2.6968	3.4472	0.0001	0	-0.0002
Si	0.0202	5.479	3.4328	-0.0002	-0.0003	-0.0002
Si	5.4842	5.4626	3.407	0.0003	0.0001	-0.0007
Si	2.7679	8.2059	3.4449	-0.0001	-0.0002	-0.0005
Si	8.209	8.2225	3.3813	-0.0002	0.0001	-0.0006
Si	1.3958	1.3844	4.6284	0.0002	-0.0002	-0.0008
Si	6.8485	1.3461	4.9037	0.0001	0	0
Si	4.1582	4.0815	4.8003	0.0006	-0.0003	-0.0005
Si	9.5792	4.0805	4.7596	0.0001	-0.0005	-0.0003
Si	1.4164	6.8289	4.8171	0.0003	0	-0.0001
Si	6.8314	6.8805	4.7288	-0.0009	-0.0009	-0.0013
Si	4.1388	9.5733	4.8416	0	0	0.0003
Si	9.5592	9.5473	4.7884	0.001	0.0002	-0.0007
Si	2.7486	0.1044	6.0564	0.0006	-0.0002	-0.0011
Si	8.2089	-0.0656	6.2617	-0.0013	0.0002	-0.0014
Si	0.0321	2.6665	6.0352	-0.0001	0.0005	-0.0013
Si	5.4778	2.7207	6.2879	0.0005	-0.0007	-0.001
Si	2.8174	5.4714	6.1758	-0.001	0.0001	-0.0015
Si	8.1781	5.473	6.0426	0.001	-0.0012	-0.0006
Si	0.0146	8.1823	6.1515	0.0007	-0.0004	-0.0008
Si	5.5331	8.2161	6.225	-0.0004	0.0009	-0.0012
Si	3.8405	1.564	7.5975	-0.0003	0	0.0021
Si	9.8427	1.1363	7.4448	0.0005	-0.0001	0.0025
Si	1.6336	3.7902	7.3052	0.0007	-0.0009	0.0023
Si	6.6541	4.4086	7.4786	0.0002	-0.0006	0.0018
Si	4.4112	6.6268	7.5362	-0.0002	0	0.0033
Si	9.3721	6.9418	7.4044	0.0013	-0.0016	0.0039
Si	1.143	9.9128	7.2907	-0.0002	-0.0004	0.0015
Si	7.1641	9.2206	7.6615	-0.0002	0.0005	0.0044
O	8.3182	8.0835	7.9097	-0.0005	0.0004	-0.0032
O	2.722	2.729	7.9504	-0.0002	-0.0004	-0.0005
O	9.5497	1.3841	24.2777	0.0077	0.001	-0.0059
O	4.0169	6.835	24.1397	0.0001	-0.0001	-0.0008
O	0.0319	0.0222	7.9513	-0.0004	-0.0003	-0.001
O	5.5298	5.5042	8.0271	0.0004	0.0006	-0.001
O	7.0007	9.4137	24.257	-0.0002	-0.0079	-0.0227
O	3.8692	7.3846	8.9215	0.0008	-0.0007	-0.001
O	0.8088	4.363	8.5923	-0.0003	0	-0.0007
O	9.8194	6.1699	8.8006	-0.0008	0.0005	-0.0008
O	2.1106	9.3766	8.5008	-0.0001	0	-0.0005
O	7.5057	3.9176	8.805	-0.0005	0.0004	-0.0007
O	4.2758	0.908	9.0606	-0.0001	-0.0002	-0.001
O	6.7345	9.5458	9.216	0.0004	-0.0005	-0.0013
O	9.2153	1.8569	8.7884	0.0005	-0.0007	-0.001
O	7.7159	3.1626	23.5029	-0.0015	0.0006	-0.0026
O	10.7486	5.6603	23.2958	0.0129	-0.0129	-0.0068
O	5.6209	0.23	23.1027	0.0064	-0.008	-0.0126
O	5.8513	5.0846	23.3484	-0.0006	0.0002	-0.0008
O	3.4278	1.4788	23.5766	-0.0191	-0.0188	0.017
O	2.2777	8.6983	23.2213	0.0007	-0.0022	-0.002
O	8.7814	7.5006	23.5965	-0.0064	-0.0005	-0.0007
O	0.2111	10.3296	23.573	0.0027	-0.0027	0.001
Si	4.5979	1.334	22.461	0.0182	0.0095	-0.0192
Si	3.5026	7.8955	14.0172	-0.0001	-0.0002	-0.0009
Si	7.1263	0.9279	14.6499	0.0002	-0.0003	-0.0007
Si	0.9237	9.3312	22.5181	-0.0054	-0.0046	0.0005
Si	1.1912	4.2843	11.8706	0.0002	0	-0.0011
Si	6.2841	8.9272	15.2891	0.0003	-0.0004	-0.0008
Si	0.6871	1.3444	12.2896	0.0001	-0.0003	-0.0009
Si	8.6195	4.9062	20.5236	-0.0011	-0.0001	0.0029
Si	0.3318	5.7007	9.3581	0.0006	-0.0004	-0.0008
Si	5.1145	3.0845	17.9251	0.0003	-0.001	-0.0008
Si	0.8919	3.7114	16.7444	0	-0.0007	-0.0006
Si	10.4041	2.8038	19.2236	-0.0015	0.0005	-0.0001
Si	5.2896	1.1614	10.3395	0.0001	-0.0003	-0.0008
Si	0.9005	0.1431	19.8352	0.0004	-0.0011	0.0006
Si	6.6537	9.4398	10.8541	0.0001	-0.0005	-0.0004
Si	9.3582	9.6458	18.3059	0.0014	-0.0004	-0.0015
Si	9.4045	9.2143	12.5515	0	-0.0002	-0.0012
Si	6.546	3.8227	22.5795	0.0037	-0.0002	0.0017
Si	2.4478	8.0589	9.3724	-0.0004	-0.0005	-0.0007
Si	10.6126	7.3369	17.0642	-0.0002	0.0002	-0.0001
Si	2.531	6.2541	16.5668	-0.0009	-0.0001	-0.0007
Si	10.1928	4.4603	14.1802	0	-0.0002	-0.0007
Si	6.1642	9.1361	18.485	-0.0002	-0.0005	-0.0015
Si	7.9727	2.5615	9.5737	-0.0004	-0.0005	-0.0004
Si	8.89	2.12	12.4416	0.0002	-0.0004	-0.0009
Si	5.3601	6.2038	18.0513	0.0004	-0.0003	-0.0007
Si	3.9551	0.5056	19.4326	-0.0018	0.0008	-0.0018
Si	4.2871	3.8172	12.0361	-0.0001	-0.0003	-0.0014
Si	5.5571	6.5746	12.1173	0.0001	-0.0003	-0.0012
Si	8.028	2.4641	17.2136	0.0002	-0.0003	0
Si	4.3714	2.4534	14.9493	-0.0002	-0.0005	-0.0011
Si	1.5469	1.1865	15.2478	-0.0001	-0.0006	-0.0003
Si	1.5836	9.3894	12.0383	-0.0001	-0.0004	-0.0011
Si	8.0697	6.8155	13.8377	0.0002	-0.0003	-0.0006
Si	10.3962	9.8018	15.4694	0.0003	-0.0004	-0.0006
Si	9.9145	6.8744	22.6003	-0.004	-0.0005	-0.0105
Si	8.1362	5.4541	17.4173	0.0007	-0.0005	0.0004
O	6.0562	7.9374	11.2756	0	-0.0003	0.0003
O	6.0533	9.1445	16.8691	0.0003	-0.0007	0.0002
O	7.6903	1.3375	13.1815	0	-0.0004	0.0004
O	0.8979	1.7258	13.86	0.0001	-0.0003	0.0003
O	9.4496	6.2252	16.8743	0.0002	-0.0003	-0.0004
O	6.7827	6.1656	13.1023	0.0001	-0.0004	0.0003
O	5.1475	4.6205	18.5951	-0.0005	-0.0002	0.0003
O	9.2416	2.1013	18.2656	0.0005	-0.0002	0.0001
O	2.3853	0.0616	19.0778	0.0002	-0.0002	0.0006
O	9.4224	10.1964	16.7439	-0.0003	-0.0002	0.0002
O	2.7984	4.4127	11.6974	0.0002	-0.0004	0.0005
O	5.0825	10.2734	19.0377	0.0005	-0.0005	0.0006
O	9.4385	3.2119	13.4872	0.0001	-0.0003	0.0005
O	0.4722	1.7331	19.9538	0.0006	-0.0004	0.0003
O	3.1597	1.3416	15.0493	0.0003	-0.0002	0
O	8.194	5.3732	19.0342	-0.0008	0.0007	-0.0039
O	3.9163	6.5597	17.3724	0.0005	-0.0003	0.0004
O	4.5974	3.2545	16.3672	0.0003	-0.0002	0.0004
O	9.0796	5.637	14.3001	-0.0001	-0.0005	0.0003
O	5.3993	2.7386	22.1917	0.0042	0.0031	-0.0037
O	10.6903	4.1186	15.6763	0.0001	-0.0003	0.0005
O	0.3381	3.8323	18.2769	0.0002	-0.0003	0.0003
O	10.4431	10.492	19.1911	-0.0001	0.0001	0.0003
O	9.6578	9.9894	14.0107	0.0002	-0.0002	0.0002
O	10.8881	8.0889	22.1099	0.0123	0.0181	-0.0065
O	1.198	2.1274	16.526	0	-0.0001	0.0002
O	9.7145	3.693	20.4105	0.0008	-0.001	-0.0007
O	8.1669	3.9978	16.6992	0	-0.0003	-0.0008
O	-0.0274	9.0792	11.8859	0.0001	-0.0003	0.0004
O	6.5978	2.3785	17.9967	-0.0004	0	0.0002
O	5.591	10.6971	11.1877	0.0002	-0.0004	0.0001
O	7.7702	9.5516	18.8226	-0.0004	-0.0004	0.0008
O	10.0391	1.0009	12.0467	0	-0.0003	0.0003
O	1.3249	6.9408	9.0622	0.0002	0	0.0003
O	0.6395	4.7372	13.3424	-0.0001	-0.0004	0.0005
O	5.7279	7.5802	18.9659	0.0001	-0.0003	0.0007
O	5.2446	5.0607	11.4968	0.0002	-0.0002	0.0003
O	2.7332	6.9438	15.1026	0.0001	-0.0007	0.0003
O	0.924	2.7191	11.4562	0	-0.0005	0.0004
O	0.8739	10.6549	15.5309	-0.0001	-0.0004	0
O	2.4248	8.5695	10.9079	0.0002	-0.0002	0.0003
O	4.7049	2.4082	11.2613	0.0001	-0.0003	0.0003
O	4.2655	3.4876	13.6658	0.0001	-0.0005	0.0006
O	2.2131	4.645	16.4891	0.0004	-0.0003	0
O	10.7242	8.2155	15.6819	0	-0.0005	-0.0002
O	6.9429	10.2597	14.6488	0.0001	-0.0003	0.0001
O	2.35	8.918	13.4192	0.0003	-0.0006	0.0003
O	8.0386	1.4948	15.8933	0.0002	-0.0003	0
O	4.1435	6.9647	12.8414	0	-0.0002	0.0003
O	4.1861	1.9676	18.6939	0.0002	-0.0002	0
O	7.258	4.3703	21.2335	-0.0008	-0.001	-0.0009
O	8.418	2.9092	11.0985	0	-0.0003	0.0002
O	1.2025	6.8344	17.3462	0.0003	-0.0008	-0.0002
O	5.6576	1.5372	14.7375	-0.0001	-0.0003	0.0001
O	8.141	9.7291	11.5766	0	-0.0002	0.0002
O	9.2063	6.2108	21.2957	-0.0038	0.0013	-0.0006
O	8.9803	7.679	12.8269	-0.0001	-0.0005	0.0003
O	1.6651	0.0964	11.881	0.0001	-0.0003	0.0004
O	6.6702	6.1066	17.0537	-0.0005	-0.0001	-0.0002
O	7.4114	7.7652	15.0051	-0.0001	-0.0001	0.0001
O	1.2046	10.2545	21.2129	0.0002	0.001	-0.0025
O	10.0603	8.1724	18.3423	-0.0003	-0.0004	0.0001
O	4.0568	0.7615	21.0393	-0.0032	-0.0036	-0.0059
O	0.3456	5.312	10.924	0.0001	-0.0003	0.0002
O	6.7064	1.5535	9.631	0.0003	-0.0002	0.0003
O	4.7905	8.6769	14.6621	0.0003	-0.0003	0.0001

Results
free energy: -143605.793 eV
free energy less fixed offsets of As -4856.12, O -568.88, Si -635.61 eV per atom: 1.677 eV

The program warned: the cutoff lies below the one the program advises for these potential files; the forces do not sum to zero within the program's tolerance; the exchange-correlation potential is rough where the density is thin.
